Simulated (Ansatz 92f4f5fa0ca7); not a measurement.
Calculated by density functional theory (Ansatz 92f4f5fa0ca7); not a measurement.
Periodic cell of 148 atoms, Si92O56, from a study of silicon, its oxide and their interface. The atomic structure is a simulated model.

Settings
functional: r2SCAN
potential files: Ansatz norm-conserving
basis: plane waves
wave-function cutoff: 1300 eV
density cutoff ratio: 4
exchange-correlation grid ratio: 1
k mesh: 2 x 2 x 1, shifted by 0.5 0.5 0.5 of a step
self-consistency stop: 5e-08 eV per atom in the density residual
occupations: Fermi-Dirac, 0.05 eV
spin: none
net charge: 0

Cell vectors (angstrom)
a 10.88 0 0
b 0 10.88 0
c 0 0 20.9434

Atoms and the computed forces on them: element, x, y, z (angstrom), force x, y, z (eV/angstrom)
Si -0.0502 -0.1922 0.1392 -2.3967 -0.439 -0.6766
Si 2.5029 2.6442 0.3345 0.8306 0.7483 -2.9083
Si 0.4794 4.7905 -0.3978 -1.7868 -0.6683 -3.542
Si 2.1137 8.7386 -0.2071 0.7375 -0.7468 -1.2961
Si 4.7887 0.433 0.1546 1.0681 1.7585 -1.2334
Si 7.6644 3.0084 -0.0288 1.9467 -0.2845 -3.5703
Si 5.4313 5.1958 -0.2845 0.4203 0.9573 -0.6233
Si 7.8055 7.8423 -0.4601 2.1176 0.2546 0.439
Si 0.9217 1.5259 1.4336 0.4599 -1.1715 1.1258
Si 4.0656 4.2023 1.3744 -0.0844 -1.9208 -1.53
Si 1.2293 6.6118 0.8148 0.1171 1.2701 0.9937
Si 3.8874 9.6157 1.3199 -0.3402 -1.4507 -1.1809
Si 6.6041 1.5527 1.298 -0.6551 -1.7932 1.5911
Si 9.4887 4.1219 1.0164 -0.1927 -0.688 0.8592
Si 6.476 6.6413 1.1894 0.762 -0.1322 0.0391
Si 9.2007 9.1532 1.1259 1.3366 0.3458 0.3431
Si -0.3577 2.914 2.8273 -0.647 -2.0125 -0.8489
Si 2.7689 0.179 2.5928 -2.1357 -0.1327 0.697
Si -0.1912 7.7535 2.5878 1.2316 1.4899 -2.5696
Si 2.498 5.3174 2.3929 0.0283 2.5694 0.5657
Si 5.2764 2.7747 2.8098 1.4764 0.5311 -0.5297
Si 8.1792 -0.1874 2.5391 -1.025 1.2018 -0.5699
Si 5.1351 7.9976 2.6159 1.1593 1.0025 -0.084
Si 8.0295 5.1184 2.6511 0.8046 2.6255 -1.3231
Si 1.338 4.028 3.8136 -0.8647 -0.0471 2.3146
Si 4.1253 1.3112 4.0723 -0.6042 -0.0324 1.6122
Si 1.4829 9.3009 3.6836 -0.8274 0.3428 -0.7044
Si 3.733 6.6874 3.9535 -0.0938 -0.0342 -0.2009
Si 6.8781 3.8903 4.1367 -1.8426 0.5739 0.2402
Si 9.4779 1.0231 4.1447 0.1755 1.3738 -1.9019
Si 6.9181 9.3855 3.9277 -1.377 -0.0831 0.1436
Si 9.4864 6.6119 4.009 -0.7025 -1.3786 1.5439
Si 0.2617 -0.2297 5.0637 -0.0454 1.1329 0.254
Si 2.5087 2.68 5.3996 2.1271 0.8374 -1.4728
Si -0.0111 5.2499 5.5421 0.5493 0.6504 -0.6389
Si 2.3546 8.0518 5.3461 3.1485 0.6497 -0.5564
Si 5.7026 -0.0393 5.3938 -2.2561 -1.9041 -1.5683
Si 8.3465 2.6051 5.3659 -0.683 -0.7673 0.5401
Si 5.2891 5.5233 5.2948 1.606 -0.1685 -1.0164
Si 8.5316 8.3342 5.3161 -1.8593 -2.0014 -0.3048
Si 1.2582 1.2513 6.5652 0.495 -0.6392 1.2177
Si 4.0927 4.1205 6.5775 -0.1931 -1.8611 1.1299
Si 1.4625 6.7885 6.8864 -2.3843 -0.5428 0.3787
Si 4.1811 9.3205 6.6702 0.1706 0.8327 -0.3897
Si 7.0909 1.114 6.6186 -0.4969 1.7592 2.5406
Si 9.4693 3.8622 6.8986 -0.1768 1.6282 -0.2784
Si 6.8052 6.8634 6.5289 1.6462 -0.0283 0.0535
Si 9.8646 9.6873 6.6119 -0.7584 -1.1332 1.6192
Si 0.0701 2.628 8.0858 1.1212 -0.2629 1.2508
Si 2.803 -0.119 7.925 -1.3746 -0.1 0.5865
Si 0.0777 8.3209 8.1879 0.4453 -1.2541 0.2349
Si 3.0961 5.6605 7.9801 -0.0789 -0.05 1.0633
Si 5.4358 2.4901 8.0408 -0.1264 -0.3471 -1.6589
Si 8.3572 -0.2034 8.1477 1.2788 1.0021 -0.7485
Si 5.9292 8.3432 8.0365 -1.0267 0.2359 0.4289
Si 7.9226 5.3844 8.1319 0.7908 0.3448 -2.935
Si 1.594 4.4038 9.2925 -0.941 -0.4968 0.1312
Si 3.8576 1.3247 9.3891 0.8538 -0.3685 -0.6482
Si 1.5321 9.5582 9.746 0.5585 0.5152 -0.8863
Si 4.5899 7.0396 9.3485 -0.9259 -0.7855 1.404
Si 6.7446 3.8809 9.2243 -0.475 0.095 1.7557
Si 9.7099 1.1858 9.6111 -1.9931 2.1512 -1.1226
Si 7.075 9.6673 9.7493 -0.7578 0.7624 -1.6383
Si 9.3385 6.7521 9.2267 -0.854 3.3558 -0.3826
Si -0.2158 -0.1517 11.0366 2.0081 -5.6617 2.4854
Si 3.0391 3.0274 10.5176 -2.0413 0.5853 0.5923
Si -0.3773 5.3892 10.4121 1.3609 -1.9819 0.64
Si 3.7058 8.7691 10.8219 -0.7927 0.3131 -0.8971
Si 4.9902 0.1013 11.0719 0.5962 -1.1716 1.6198
Si 8.4452 3.0759 10.6187 0.0055 -1.4927 1.2418
Si 5.4229 5.1316 10.7249 1.098 -1.0897 0.9453
Si 8.4568 8.3903 10.9598 1.5415 -0.8552 1.9067
Si 2.5509 7.8588 13.6913 -0.8629 1.1601 -3.668
Si 0.3974 6.0962 13.1501 -0.2941 2.1476 0.2601
Si -0.4656 10.7707 14.1211 -0.6334 0.1016 3.0531
Si 4.2682 10.6913 16.8449 -1.8335 -2.6918 -0.9679
Si 1.4949 3.2588 15.713 -1.3153 -0.1071 1.1943
Si 7.9439 8.7689 14.128 0.4713 -0.1696 -3.0932
Si 6.8051 13.5061 15.3471 -0.5501 -0.4202 -0.105
Si 15.1192 13.4356 17.1862 -2.0106 -1.9825 -2.0129
Si -1.2328 2.1287 16.0952 -0.3461 -1.0633 -0.215
Si 3.9674 -5.7256 18.1795 2.0293 2.8777 -1.7341
Si 1.7714 9.421 15.8276 1.6838 -2.4133 -1.2273
Si 13.3647 3.6629 13.2103 -1.8643 1.1778 0.6521
Si 5.8407 -0.0951 14.2452 0.7356 0.8262 0.3762
Si 7.2803 15.2227 13.1591 2.8107 0.9803 -0.5171
Si 3.2687 5.2676 15.2276 1.1295 1.9957 0.1468
Si 1.9023 7.4639 18.2073 -1.5435 -2.3333 -4.7533
Si 9.0504 6.1934 15.26 0.1513 -0.5735 -0.8697
Si 8.7716 0.8666 18.7522 4.6171 4.4484 1.0365
Si 6.3835 10.042 18.6846 -1.7515 -3.8529 0.5801
Si 9.8623 6.4283 18.3596 1.498 -0.8682 2.345
O -0.9646 0.3067 -1.1269 -1.8541 1.0385 -1.0006
O 0.9134 -1.119 -0.7716 2.5126 -1.2178 1.1965
O 3.4967 1.4423 -0.3694 0.7394 -0.2985 0.6882
O 1.5189 3.5841 -0.9892 0.7771 -0.0547 3.2698
O -2.7611 5.3938 -6.7595 -1.0601 -1.7988 -0.1766
O 2.7531 8.289 -1.7493 0.5006 2.7775 3.0051
O -1.5269 5.9854 -4.067 -0.7358 0.5615 0.0839
O 5.9306 0.0416 -1.0141 -2.3552 0.4608 0.3233
O 9.4857 0.9872 -3.6983 -0.0907 1.6608 0.4471
O 8.3299 2.4074 -1.6076 -0.8876 -1.6983 1.4356
O 6.5773 4.0968 -0.5896 0.5317 -0.5752 -0.0146
O 5.1589 5.8877 -1.8297 -1.1604 -1.8802 1.2289
O 7.0589 8.7034 -1.5699 -1.4051 0.1003 -0.5528
O 12.5277 7.9134 -4.4614 1.2127 -0.068 2.6612
O -0.7812 12.3137 14.7047 -0.0911 -2.4495 -1.398
O 4.2182 5.5395 16.5351 0.0334 -1.1836 0.1526
O 0.2578 10.6731 12.6909 -0.6143 1.5895 -1.0037
O 6.4934 0.272 10.3207 -0.5066 -1.3945 0.5299
O -0.5972 5.902 11.9301 -0.3927 0.1602 -0.3806
O -1.8842 9.9787 14.2327 -0.0406 0.2463 -0.7197
O 3.2333 8.1968 12.2262 0.6459 -0.464 1.062
O 4.6677 11.0776 15.2717 -1.7244 -1.0891 3.1683
O 2.6308 -0.5871 16.7872 2.612 1.8227 1.6779
O 5.3678 0.1401 12.7584 -1.1056 0.6264 -3.432
O 8.4294 3.3285 12.2799 -3.4145 0.9187 1.1394
O 9.7428 3.9526 10.4381 1.7497 1.2992 -1.4373
O 1.5907 5.1006 12.8654 1.8139 -3.0281 0.0848
O 7.8053 8.2839 12.4933 0.7454 -0.2231 0.4438
O 3.2494 17.3906 14.168 -0.1727 1.0173 1.8361
O 9.9692 9.0195 11.2199 -0.6837 2.6047 -1.0361
O 12.6904 4.8445 15.8158 0.4217 0.395 -0.2441
O 0.9257 7.6622 13.0417 2.6371 -0.8163 2.2946
O 4.3083 3.8563 11.028 1.9717 2.6469 0.6199
O 2.4091 2.6012 12.0118 0.9678 0.338 -1.4562
O 0.3636 9.9196 15.3575 -1.077 1.7655 -1.9072
O 1.531 24.5526 14.2046 -0.153 0.39 -0.9275
O 5.158 9.3879 17.5879 1.4096 4.2073 0.4432
O 4.305 11.9497 17.84 0.7072 0.1036 -0.5111
O 0.0722 2.979 16.3989 0.8343 1.2552 0.6812
O 6.4427 -1.5958 14.3389 -0.3129 1.0124 1.0942
O 8.3673 7.6341 15.1484 -0.1042 0.6879 0.583
O 10.4735 6.0471 14.5325 0.5349 -0.3702 0.5815
O 6.4584 16.1907 12.1431 -1.6202 -0.4562 -1.7196
O 4.1059 14.4466 18.3661 -0.7804 1.7252 1.6086
O 5.6358 13.7172 16.4578 0.3454 -0.002 -0.2339
O -10.5242 7.2724 18.5144 0.1555 1.2242 -0.4901
O 2.7603 2.5027 16.2959 3.6588 -0.3685 2.5128
O 2.681 -4.8602 18.4313 -2.0335 -0.07 -0.0154
O 2.8735 9.2071 14.5371 -2.2708 -0.9837 0.6445
O 3.7964 4.2296 14.0799 -1.341 -1.8675 -0.6428
O 6.7778 1.1451 14.7556 1.3908 -1.4046 -0.1079
O 6.3167 3.4651 14.0771 0.344 0.7839 -0.4965
O 7.6823 10.8044 18.2569 -2.3256 -1.5692 -1.7978
O 10.4568 5.0938 19.0907 0.346 -1.2447 1.6505
O 8.3019 3.0835 15.8115 0.2914 -1.2687 0.7214
O -1.7697 7.2156 19.6324 -1.9565 -0.7328 -0.7484

Results
free energy: -36810.605 eV
free energy less fixed offsets of O -463.61, Si -117.95 eV per atom: 2.955 eV
pressure: -1.09 GPa
stress xx, yy, zz, yz, xz, xy (GPa, positive in tension): 0.74, -0.49, 3.03, 0.65, 2.99, -1.46
